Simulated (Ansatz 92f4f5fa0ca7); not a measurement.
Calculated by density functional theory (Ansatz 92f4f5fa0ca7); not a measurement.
Periodic cell of 422 atoms, Si266O156, from a study of silicon, its oxide and their interface. The atomic structure is a simulated model.
Doubt: the cutoff is far below the 930 eV that the study's wrapper takes by default for these files, so forces and energies are approximate.
This geometry differs little from another in the collection (a relaxation step or a small displacement).

Settings: functional PBE; potential files Ansatz PAW; basis plane waves; wave-function cutoff 580 eV; density cutoff ratio 5; exchange-correlation grid ratio 1; k mesh 1 x 1 x 1, Gamma-centred; self-consistency stop 5e-08 eV per atom in the density residual; occupations fixed; spin none; net charge 0.

Cell vectors (angstrom)
a	15.4687	0	0
b	0	12.8259	0
c	0	0	37.2413

Atoms and the computed forces on them: element, x, y, z (angstrom), force x, y, z (eV/angstrom)
Si	0.011	1.181	34.519	0.033	-0.009	-0.089
Si	3.847	1.164	34.572	0.021	-0.032	0.028
Si	7.748	1.182	34.539	-0.074	-0.104	-0.023
Si	11.618	1.181	34.552	0.007	0.058	0.086
Si	1.92	7.586	34.575	-0.039	0.009	-0.019
Si	5.834	7.585	34.601	-0.018	-0.009	0.002
Si	9.665	7.589	34.578	0.056	-0.023	-0.077
Si	13.572	7.585	34.548	-0.022	-0.052	-0.122
Si	1.934	5.247	34.974	0.374	0.009	-0.035
Si	5.801	5.247	34.974	-0.037	0.25	0.676
Si	9.668	5.247	34.974	0.243	-0.019	-0.24
Si	13.535	5.247	34.974	0.216	0.015	-0.246
Si	0	11.66	34.974	0.104	0.059	-0.113
Si	3.867	11.66	34.974	0.13	0.245	-0.091
Si	7.734	11.66	34.974	0.109	0.321	0.151
Si	11.602	11.66	34.974	0.101	0.208	-0.297
Si	0	4.664	36.211	-0.071	-0.014	-0.043
Si	3.867	4.664	36.211	-0.052	0.065	0.103
Si	7.734	4.664	36.211	-0.073	-0.02	0.02
Si	11.602	4.664	36.211	-0.05	-0.048	-0.049
Si	1.934	11.077	36.211	0.019	-0.051	-0.048
Si	5.801	11.077	36.211	-0.066	0.007	-0.031
Si	9.668	11.077	36.211	-0.068	0.038	-0.034
Si	13.535	11.077	36.211	-0.025	0.05	-0.037
Si	0	2.332	36.623	-0.028	-0.058	-0.197
Si	3.867	2.332	36.623	-0.098	0.096	0.038
Si	7.734	2.332	36.623	0.074	0	-0.117
Si	11.602	2.332	36.623	0.024	0.035	-0.024
Si	1.934	8.745	36.623	-0.173	0.028	0.145
Si	5.801	8.745	36.623	0.192	0.047	0.298
Si	9.668	8.745	36.623	-0.057	0.055	0.171
Si	13.535	8.745	36.623	0.185	-0.009	-0.046
Si	1.934	1.749	0.619	0.03	-0.023	-0.023
Si	5.801	1.749	0.619	-0.021	-0.035	-0.069
Si	9.668	1.749	0.619	-0.076	-0.013	-0.034
Si	13.535	1.749	0.619	-0.002	-0.004	-0.036
Si	0	8.162	0.619	-0.042	0.045	0.049
Si	3.867	8.162	0.619	-0.033	0.001	-0.011
Si	7.734	8.162	0.619	-0.084	0.055	0.096
Si	11.602	8.162	0.619	-0.016	-0.054	-0.051
Si	0	5.83	1.031	0.048	0.008	0.042
Si	3.867	5.83	1.031	0.046	-0.009	0.03
Si	7.734	5.83	1.031	0.066	0.057	0.046
Si	11.602	5.83	1.031	0.041	-0.027	-0.024
Si	1.934	12.243	1.031	-0.035	0.049	0.071
Si	5.801	12.243	1.031	0.052	0.001	0.036
Si	9.668	12.243	1.031	0.053	-0.039	-0.048
Si	13.535	12.243	1.031	0.001	-0.06	-0.068
Si	1.934	5.247	2.268	-0.09	0.014	0.218
Si	5.801	5.247	2.268	-0.11	-0.041	-0.025
Si	9.668	5.247	2.268	0.105	-0.077	-0.002
Si	13.535	5.247	2.268	-0.062	-0.066	0.011
Si	0	11.66	2.268	-0.082	-0.084	-0.616
Si	3.867	11.66	2.268	0.106	0.14	0.653
Si	7.734	11.66	2.268	-0.054	-0.119	-0.4
Si	11.602	11.66	2.268	-0.083	-0.015	-0.371
Si	1.934	2.915	2.68	-0.039	-0.088	-0.001
Si	5.801	2.915	2.68	0.054	-0.07	-0.03
Si	9.668	2.915	2.68	0.096	-0.122	-0.098
Si	13.535	2.915	2.68	0.001	-0.12	-0.072
Si	0	9.328	2.68	0.094	0.136	0.17
Si	3.867	9.328	2.68	0.037	0.053	0.013
Si	7.734	9.328	2.68	0.062	0.093	0.079
Si	11.602	9.328	2.68	0.036	0.223	0.157
Si	-0.516	0.531	27.654	0.232	-0.155	0.29
Si	6.024	-2.7	29.419	-0.064	-0.031	0.049
Si	11.986	-4.183	24.562	-0.076	-0.255	-0.052
Si	17.937	-2.005	23.647	-0.113	-0.039	0.028
Si	-1.559	12.399	21.267	-0.021	0.024	0.037
Si	4.804	4.372	29.44	-0.243	-0.269	0.01
Si	9.006	9.285	25.07	0.033	-0.098	0.021
Si	7.794	0.802	28.042	-0.116	-0.171	0.413
Si	-3.093	4.931	28.657	0.069	0.056	0.24
Si	0.875	3.546	29.557	-0.179	0.227	-0.083
Si	7.286	3.803	29.766	0.46	0.269	-0.041
Si	9.461	5.769	28.331	-0.101	0.371	0.204
Si	-3.288	12.314	26.212	0.066	0.073	-0.138
Si	2.313	7.638	29.916	-0.042	0.064	0.195
Si	3.119	15.638	28.751	0.221	-0.201	-0.003
Si	13.552	7.493	30.04	-0.322	-0.451	-0.292
Si	1.83	0.523	31.169	-0.117	0.042	0.07
Si	0.54	5.529	27.001	-0.194	-0.147	-0.148
Si	7.744	4.79	31.806	0.066	-0.011	0.041
Si	14.331	3.282	26.659	-0.251	-0.009	-0.303
Si	2.29	10.043	29.502	0.152	0.137	0.149
Si	4.137	11.365	28.718	0.104	-0.124	-0.096
Si	5.782	7.819	30.069	-0.06	0.035	0.149
Si	16.233	10.619	27.819	0.202	0.071	0.142
Si	3.239	2.421	26.37	-0.121	-0.044	0.14
Si	-0.144	1.28	29.904	0.269	0.103	-0.062
Si	8.197	6.363	25.507	-0.036	-0.145	-0.09
Si	11.727	-1.813	28.748	-0.263	-0.489	-0.409
Si	3.984	7.241	31.505	0.018	0.157	0.321
Si	0.177	6.987	31.064	0.408	0.176	0.053
Si	7.75	7.084	31.264	-0.111	0.263	-0.038
Si	9.777	9.885	29.5	-0.015	-0.174	0.226
Si	-1.869	-3.017	29.501	0.141	0.353	-0.154
Si	5.707	0.66	31.271	-0.079	-0.025	0.085
Si	9.632	0.588	31.22	-0.078	-0.041	0.16
Si	13.46	0.618	31.177	-0.048	-0.135	-0.019
Si	-3.817	7.116	31.391	-0.135	0.062	0.103
Si	4.088	4.866	31.675	-0.147	-0.058	0.1
Si	9.73	7.498	30.018	-0.05	0.018	-0.106
Si	11.504	13.288	29.763	0.17	0.689	-0.103
Si	0.266	4.672	31.596	-0.173	-0.098	0.037
Si	4.246	6.602	28.736	0.054	0.12	-0.277
Si	7.642	1.446	30.224	-0.017	-0.062	-0.152
Si	11.763	4.794	31.692	0.089	-0.071	-0.396
Si	1.931	11.05	31.634	-0.029	-0.089	0.146
Si	5.918	11.134	31.621	-0.013	0.065	-0.015
Si	9.627	11.063	31.615	-0.067	-0.177	0.107
Si	13.64	11.068	31.586	0.111	-0.168	0.198
Si	2.116	4.11	32.892	0.114	-0.013	-0.113
Si	5.86	4.11	32.988	-0.057	-0.044	-0.039
Si	9.76	4.099	32.857	0.046	0.067	-0.061
Si	13.69	4.11	32.858	0.111	0	-0.016
Si	0.034	10.457	32.924	-0.036	0.038	-0.175
Si	3.923	10.579	32.872	-0.052	0.053	-0.158
Si	7.752	10.507	32.946	0.137	-0.052	-0.14
Si	11.635	10.567	32.851	-0.049	0.034	-0.082
Si	1.967	1.748	33.251	-0.14	0.007	-0.143
Si	5.766	1.774	33.353	0.056	-0.022	-0.061
Si	9.703	1.765	33.292	0.101	-0.129	-0.043
Si	13.533	1.773	33.269	-0.055	-0.122	0.032
Si	0.034	8.115	33.229	0.007	0.015	-0.06
Si	3.891	8.313	33.517	-0.031	-0.125	-0.082
Si	7.739	8.194	33.348	-0.066	0.075	-0.111
Si	11.608	8.264	33.405	0.01	-0.013	0.011
Si	0	2.332	3.917	-0.105	-0.006	0.112
Si	3.867	2.332	3.917	0.077	-0.173	0.246
Si	7.734	2.332	3.917	-0.27	-0.339	0.028
Si	11.602	2.332	3.917	-0.144	-0.067	-0.636
Si	1.934	8.745	3.917	-0.114	-0.177	-0.173
Si	5.801	8.745	3.917	-0.239	0.007	-0.011
Si	9.668	8.745	3.917	-0.062	-0.254	-0.278
Si	13.535	8.745	3.917	-0.328	0.135	0.579
Si	1.878	6.436	4.342	0.027	0.093	0.058
Si	5.796	6.435	4.308	0.031	0.084	0.09
Si	9.709	6.426	4.316	-0.029	0.109	0.009
Si	13.493	6.44	4.312	0.07	0.023	0.065
Si	-0.04	12.784	4.278	-0.015	-0.067	-0.016
Si	3.891	12.816	4.482	0.001	0.038	0.081
Si	7.714	12.781	4.3	0.041	0.042	-0.018
Si	11.553	12.807	4.296	-0.002	-0.157	-0.001
Si	-0.092	5.984	5.631	-0.047	0.059	-0.064
Si	3.843	5.961	5.567	-0.033	-0.128	-0.142
Si	7.765	5.844	5.484	-0.036	-0.001	-0.02
Si	11.613	5.887	5.63	-0.044	0.004	0.061
Si	1.823	12.119	5.542	0.093	-0.035	-0.008
Si	5.929	12.109	5.703	-0.088	0.075	0.004
Si	9.637	12.096	5.464	0.1	-0.011	-0.02
Si	13.465	12.093	5.427	-0.017	0.116	0.039
Si	-0.054	3.651	5.904	-0.102	0.118	0.041
Si	3.87	3.64	5.884	-0.04	0.139	-0.092
Si	7.685	3.543	5.937	-0.034	0.101	0.052
Si	11.525	3.532	5.871	0.138	-0.047	-0.105
Si	1.864	9.796	6.003	-0.005	-0.089	0.062
Si	5.681	9.773	6.055	0.009	-0.288	0.04
Si	9.537	9.777	5.998	-0.094	0.021	0.07
Si	13.418	9.84	6.149	-0.055	-0.218	0.096
Si	0.667	0.002	7.477	-0.149	-0.005	-0.128
Si	3.732	0.36	8.816	0.274	0.363	0.131
Si	13.465	2.897	6.982	-0.084	0.092	-0.108
Si	13.983	4.388	10.265	0.178	0.145	0.056
Si	-0.015	9.356	7.41	0.056	0.193	-0.052
Si	4.086	11.163	11.374	-0.297	0.075	0.135
Si	7.594	9.116	7.272	-0.104	-0.029	-0.112
Si	6.352	10.33	11.135	0.215	-0.135	-0.117
Si	5.725	1.54	8.563	0.048	-0.288	0.155
Si	-0.046	6.971	7.863	-0.05	-0.146	0.032
Si	7.727	6.724	7.66	-0.032	0.022	-0.04
Si	16.096	7.229	17.639	-0.049	-0.059	0.105
Si	1.914	16.446	7.164	-0.116	-0.075	-0.025
Si	3.871	13.599	11.197	-0.059	-0.22	-0.331
Si	9.323	19.145	11.068	0.151	0.164	-0.625
Si	16.493	17.837	12.472	-0.553	-0.367	-0.362
Si	1.793	5.549	8.563	-0.063	-0.113	0.158
Si	5.803	5.645	8.547	0.043	-0.045	0.026
Si	9.352	1.787	10.603	0.018	0.136	-0.005
Si	13.495	6.595	9.306	0.058	-0.025	0.223
Si	-2.618	13.449	9.347	-0.092	0.024	0.005
Si	3.726	9.234	7.411	-0.17	0.33	0.176
Si	7.077	7.25	15.047	-0.135	-0.099	0.076
Si	16.09	11.07	9.051	0.181	0.107	-0.01
Si	-5.772	5.975	8.828	0.006	-0.007	-0.091
Si	7.114	-0.136	7.767	0.251	0.015	0.02
Si	10.36	9.308	11.441	-0.184	0.006	-0.569
Si	13.864	0.618	7.241	0.062	-0.235	-0.171
Si	-4.148	9.322	7.467	0.024	0.176	0.095
Si	3.089	9.552	12.905	0.351	0.247	-0.151
Si	14.831	12.637	10.552	-0.177	-0.101	0.449
Si	10.059	10.469	9.398	-0.069	0.135	-0.068
Si	-5.095	0.809	13.178	0.041	0.147	-0.022
Si	3.783	6.787	7.825	0.109	-0.155	0.052
Si	9.623	2.813	7.034	-0.004	0.04	-0.016
Si	16.85	1.56	10.716	-0.202	0.331	-0.269
Si	-5.324	3.625	9.145	0.188	-0.483	-0.002
Si	0.918	4.019	10.373	-0.24	0.135	0.208
Si	9.386	13.345	7.392	0.053	-0.164	-0.154
Si	6.261	12.688	18.302	0.061	0.052	-0.165
Si	3.1	-1.937	9.189	0.062	-0.151	-0.24
Si	8.593	-1.721	13.32	-0.13	0.056	-0.099
Si	1.874	1.676	8.421	0.198	-0.289	0.443
Si	7.065	2.706	17.094	-0.013	0	-0.117
Si	-3.939	5.629	13.059	0.096	-0.183	0.19
Si	6.282	5.256	10.873	-0.163	-0.176	-0.578
Si	13.129	12.002	13.219	0.199	0.205	-0.12
Si	12.539	2.988	9.149	-0.092	0.056	0.013
O	2.159	12.064	14.583	-0.061	0.068	-0.002
O	30.787	5.759	17.557	0.033	-0.013	0.052
O	2.245	-9.631	25.317	0.046	-0.054	-0.046
O	13.544	0.067	26.928	0.044	0.139	-0.057
O	6.072	9.353	22.96	-0.033	0.055	-0.022
O	2.659	2.8	18.304	0.021	0.043	0.034
O	-5.356	0.375	22.901	0.043	0.022	-0.058
O	24.128	4.928	24.838	-0.032	-0.092	0.037
O	9.071	-0.172	13.149	-0.081	-0.027	0.124
O	-4.597	15.865	26.204	-0.035	-0.091	0.204
O	-5.664	23	12.724	0.11	-0.062	0.185
O	2.76	-1.92	16.981	-0.022	0.015	0.192
O	14.758	29.812	21.707	0.012	-0.016	-0.051
O	7.132	-1.061	17.258	-0.035	0.003	0.027
O	6.667	-4.83	16.426	0.018	0.034	0.011
O	12.605	6.724	12.506	0.014	0.269	0.065
O	6.165	8.671	11.256	0.118	0.184	-0.106
O	8.687	7.713	24.736	0.02	0.06	-0.033
O	17.589	16.41	15.825	0.054	0.005	0.037
O	0.802	6.352	21.31	0.004	0.144	-0.033
O	11.518	14.235	19.652	-0.099	0.03	0.088
O	17.199	8.756	20.932	-0.025	-0.021	0.005
O	0.272	20.59	14.368	-0.114	0.126	-0.062
O	-3.475	-3.8	11.367	0.075	-0.117	0.324
O	6.794	-0.862	22.568	-0.057	0.042	-0.038
O	11.99	4.252	30.098	0.004	-0.084	0.413
O	11.899	-8.198	24.364	-0.017	-0.198	0.069
O	-5.191	5.052	17.545	0.015	-0.034	0.027
O	7.249	-14.808	12.437	-0.096	0.087	-0.016
O	-6.712	19.285	27.027	-0.146	0.005	-0.056
O	-2.752	5.818	22.118	0.072	-0.059	-0.197
O	13.817	0.079	14.389	-0.065	-0.182	0.059
O	17.539	18.609	26.557	0.056	-0.003	-0.069
O	7.289	2.487	25.145	0.02	-0.069	-0.023
O	8.677	7.464	14.789	0.061	0.058	-0.095
O	17.566	-11.793	16.421	-0.025	-0.018	-0.044
O	11.672	2.057	23.788	0.028	-0.059	-0.032
O	5.035	22.576	17.478	0.005	0.028	0.054
O	1.373	-3.009	26.531	-0.081	-0.124	-0.129
O	18.541	0.799	26.079	0.013	-0.03	0.001
Si	5.606	5.762	24.211	0.303	-0.012	-0.038
Si	14.478	7.556	25.42	-0.338	-0.155	-0.184
Si	17.059	-3.709	25.059	-0.14	0.318	-0.174
Si	-1.679	-21.764	12.565	0.561	0.246	-0.152
Si	-2.139	9.319	21.826	-0.22	0.008	0.174
Si	9.487	1.628	15.917	-0.138	-0.013	-0.025
Si	19.424	-2.023	18.079	0.041	-0.01	-0.129
Si	2.1	3.027	23.702	0.005	0.005	0.042
Si	3.735	-6.512	17.914	0.126	-0.149	-0.143
Si	1.744	-10.316	17.022	-0.026	-0.028	-0.04
Si	7.786	3.7	24.161	-0.092	0.252	0.009
Si	3.296	19.446	25.895	0.299	-0.214	0.018
Si	-12.288	9.472	20.924	0.128	0.032	0.028
Si	5.697	8.043	22.04	0.057	-0.154	0.132
Si	27.057	19.769	7.831	0.037	-0.178	0.072
Si	13.14	-4.995	11.418	-0.08	-0.424	-0.66
Si	7.878	-4.069	20.297	-0.013	-0.032	0.006
Si	16.274	17.586	21.615	0.056	-0.122	0.059
Si	10.542	1.794	27.212	-0.065	0.11	-0.102
Si	5.316	4.809	15.693	0.044	-0.026	0
Si	10.959	15.419	20.618	0.339	0.189	-0.268
Si	5.949	8.459	17.807	0.006	-0.035	-0.092
Si	-3.544	3.132	24.964	0.191	0.223	-0.089
Si	17.479	13.659	14.801	-0.026	-0.017	0.033
Si	6.705	0.263	21.38	-0.069	-0.086	0.066
Si	10.523	-0.046	9.379	0.075	0.179	0.053
Si	-6.065	1.73	22.184	-0.459	-0.043	0.236
Si	10.275	-5.402	15.133	-0.071	0.036	0.167
Si	-8.179	-2.401	22.689	0.06	-0.109	0.067
Si	1.234	0.495	22.41	0.049	0.166	0.066
Si	0.496	8.013	12.764	0.361	-0.247	0.044
Si	6.023	1.782	25.865	0.042	0.03	0.037
Si	5.742	3.518	7.298	0.155	0.122	-0.082
Si	6.133	14.888	10.825	-0.064	0.095	-0.297
Si	4.152	-0.394	25.732	-0.063	0.257	0.216
Si	-1.381	2.444	17.046	0.216	-0.011	-0.164
Si	0.431	7.818	20.702	-0.057	-0.127	0.024
Si	-0.996	1.547	14.209	0.055	0.193	-0.034
Si	13.329	-8.141	21.113	-0.108	0.028	0.184
Si	-3.002	-3.217	15.067	-0.084	0.045	0.204
Si	3.001	-9.369	14.427	-0.192	0.221	-0.035
Si	-1.643	18.127	18.057	-0.027	-0.084	-0.046
Si	15.375	8.579	15.744	0.12	0.094	-0.011
Si	-2.928	-6.861	23.721	-0.122	0.122	0.141
Si	5.455	-5.116	12.378	-0.179	0.184	0.165
Si	11.057	-2.138	17.591	-0.083	-0.097	0.007
Si	3.883	1.799	21.689	-0.189	0.196	0.045
Si	-3.771	0.47	23.391	-0.013	-0.008	0.141
Si	-4.444	8.453	19.788	0.019	0.053	0.046
Si	11.167	6.391	17.729	-0.039	0.032	-0.097
Si	-7.822	-2.152	9.045	-0.018	0.025	0.173
Si	12.441	0.427	18.768	0.045	0.009	-0.038
Si	23.507	-2.372	27.997	0.389	0.051	-0.188
Si	2.959	3.759	19.571	-0.032	-0.155	0.025
Si	3.777	-12.108	29.845	0.004	0.196	-0.165
Si	-5.805	3.663	18.096	-0.036	-0.019	-0.159
Si	17.658	-2.138	15.485	0.149	-0.122	-0.244
Si	8.497	-1.321	16.409	-0.014	0.144	0.066
O	-0.863	8.356	11.921	-0.087	0.168	0.262
O	-9.085	4.421	23.627	-0.069	-0.035	0.008
O	7.957	-10.582	15.778	0.056	-0.019	0.065
O	38.069	8.867	18.851	0.011	0.007	0.037
O	22.033	6.376	25.396	-0.1	0.033	0.014
O	11.699	12.727	12.887	-0.017	-0.052	-0.03
O	6.402	1.349	27.393	-0.031	0.047	-0.072
O	-0.102	0.256	21.52	-0.051	-0.023	-0.065
O	-5.967	-4.932	11.512	0.002	0.025	0.304
O	-3.562	10.601	16.216	0.018	0.06	-0.055
O	3.121	1.834	14.093	0.023	-0.048	0.054
O	19.591	-7.208	24.886	-0.202	0.104	0.049
O	8.388	9.683	26.541	-0.246	0.168	0.323
O	8.231	-1.957	14.914	0.091	-0.044	-0.156
O	-5.111	-7.426	11.948	-0.108	-0.02	0.194
O	17.044	4.422	23.021	0.009	0.062	0.033
O	4.344	11.514	27.068	-0.047	0.055	-0.006
O	12.726	6.218	17.273	0.01	-0.037	0.063
O	-8.99	1.425	17.903	-0.012	-0.029	0.043
O	4.689	12.261	18.164	-0.029	-0.002	0.057
O	-1.469	2.262	12.819	-0.084	0.076	-0.062
O	5.514	0.373	25.196	-0.034	-0.139	-0.079
O	-0.197	-8.386	26.04	0.117	0.08	-0.024
O	-5.244	-10.378	17.128	0.003	0.039	0.055
O	18.654	-2.388	22.228	0.017	0.086	-0.046
O	6.661	-0.359	19.865	0.039	-0.03	0.075
O	4.229	5.738	16.47	-0.058	0.024	0.054
O	1.031	14.66	23.336	0	-0.117	-0.017
O	8.097	12.07	27.623	-0.07	-0.073	0.009
O	5.327	1.077	21.705	0.051	-0.075	0.035
O	8.031	16.455	18.033	0.073	0.025	0.045
O	11.236	-17.019	14.585	0.012	-0.023	-0.097
O	18.857	-2.513	19.533	-0.022	0.036	0.054
O	1.355	-0.836	23.354	0.129	-0.008	-0.019
O	11.832	-1.87	27.044	-0.01	0.153	0.2
O	1.524	-3.566	12.489	-0.245	-0.015	-0.023
O	-2.031	3.779	17.664	-0.064	0.03	0.087
O	-1.718	-3.997	15.717	0.083	-0.062	-0.045
O	2.251	-8.482	13.299	0.21	-0.054	0.195
O	-6.652	2.975	23.128	0.156	-0.173	-0.204
O	17.739	19.85	17.673	-0.114	0.056	-0.004
O	0.19	2.463	17.486	-0.031	0.023	0.052
O	3.986	2.923	20.507	0.039	0.01	-0.019
O	30.237	10.105	28.324	-0.41	-0.138	0.205
O	16.084	-0.625	27.328	-0.053	-0.06	-0.015
O	-7.594	-2.702	21.187	0.021	0.026	-0.01
O	19.133	11.447	24.56	0.091	0.035	-0.091
O	-6.008	-15.135	17.274	0	0.023	-0.011
O	11.418	-0.701	18.227	0.006	0.084	0.041
O	-4.1	14.56	28.625	0.149	-0.291	0.169
O	-11.065	8.396	21.103	-0.094	0.051	-0.064
O	19.755	-5.793	27.13	-0.049	-0.046	-0.022
O	-3.983	7.171	24.027	0.099	0.072	0.023
O	-3.188	3.447	21.101	-0.111	-0.092	-0.082
O	-9.484	3.669	11.207	0.084	0.15	0.159
O	-4.232	6.928	19.259	-0.005	-0.036	-0.01
O	-3.094	4.26	13.297	-0.279	0.1	0.062
O	-8.453	7.642	21.139	-0.014	0.057	-0.023
O	10.957	18.073	27.895	0.167	-0.216	-0.102
O	-4.578	0.452	26.388	0.032	-0.112	0.002
O	0.612	14.186	14.168	0.051	0	-0.01
O	5.803	3.612	16.673	-0.022	-0.019	0.06
O	6.613	5.67	15.179	0.024	0.027	-0.055
O	12.738	13.109	22.157	-0.028	-0.019	0.013
O	13.406	15.539	25.466	0.086	0.024	0.107
O	19.04	2.592	23.099	0.056	-0.06	-0.083
O	12.243	12.259	24.56	0.029	-0.018	0.129
O	-10.105	6.764	22.96	-0.035	0.061	-0.036
O	-15.621	2.03	27.044	-0.123	-0.085	-0.006
O	9.448	8.444	20.152	0.006	-0.026	-0.001
O	6.292	7.874	13.769	0.037	-0.119	-0.044
O	-11.55	8.178	12.617	0.157	-0.223	0.019
O	15.168	6.928	26.774	0.051	0.037	0.142
O	3.167	-3.069	14.547	-0.194	-0.011	0.127
O	-2.127	3.886	27.833	-0.052	-0.003	-0.001
O	4.792	2.845	25.971	-0.103	0.022	0.084
O	11.989	8.83	21.033	0.009	0.003	-0.06
O	-5.077	-11.145	14.565	0.032	-0.032	0.048
O	-7.73	-11.172	11.069	0.132	0.04	-0.158
O	-17.042	23.629	21.52	0.063	0.009	-0.07
O	13.244	1.16	17.552	-0.082	-0.035	0.064
O	-18.085	-3.466	23.384	0.09	0.082	-0.102
O	10.863	18.875	14.486	0.083	-0.019	-0.173
O	13.637	18.218	19.676	0.028	0.031	-0.069
O	16.17	-15.621	15.674	-0.069	-0.005	0
O	10.069	3.57	19.654	0	-0.067	0.093
O	15.969	-7.973	28.494	0.164	-0.28	0.239
O	24.422	27.441	27.46	0.057	0.08	-0.112
O	-2.537	-2.33	13.785	-0.046	-0.127	-0.036
O	15.065	4.693	13.281	0.018	-0.071	-0.024
O	11.438	9.509	18.627	0.051	0.01	0.003
O	-6.133	0.061	16.283	0.055	0.001	0.022
O	-0.894	8.326	21.495	0.095	-0.022	-0.016
O	-1.45	2.514	15.424	-0.05	-0.074	0.134
O	17.045	16.84	20.387	-0.085	0.06	-0.061
O	8.49	30.168	28.791	-0.363	-0.206	0.053
O	3.611	5.159	19.059	0.023	0.132	-0.004
O	-5.259	-10.896	12.008	0.029	-0.009	-0.001
O	4.924	20.15	18.395	-0.033	-0.014	0.085
O	-4.824	9.451	24.998	-0.04	0.116	0.133
O	4.508	16.902	14.484	0.055	0.035	0.008
O	8.374	-2.588	23.9	-0.054	0.084	-0.049
O	7.817	-7.123	11.253	0.055	-0.001	0.427
O	15.606	7.844	19.088	0.026	0.037	-0.042
O	-2.364	-4.413	25.766	0.088	0.061	0.092
O	15.601	8.463	24.639	0.192	-0.084	0.118
O	5.329	6.19	11.813	0.01	-0.044	0.251
O	-1.323	-0.88	11.935	0.086	0.071	-0.084
O	10.441	-5.358	16.752	0.019	-0.008	-0.021
O	-1.487	19.192	24.393	0.173	0.028	0.088
O	2.768	-17.681	25.142	-0.079	-0.218	-0.003
O	16.655	6.623	12.249	-0.027	0.315	0.08
O	2.6	0.758	21.498	-0.001	-0.09	-0.022
O	-1.87	-0.228	19.692	0.035	0.011	-0.014
O	-2.299	6.356	28.837	0.199	0.213	0.137
O	-7.432	-11.633	21.433	0.248	0.093	0.024

Results
free energy: -257816.936 eV
free energy less fixed offsets of O -568.88, Si -635.61 eV per atom: 0.604 eV

The program warned: the cutoff lies below the one the program advises for these potential files; the exchange-correlation potential is rough where the density is thin.
